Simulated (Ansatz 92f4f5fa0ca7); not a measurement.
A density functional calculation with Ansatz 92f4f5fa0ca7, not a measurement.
Periodic cell of 213 atoms, Si132O79H1N1, from a study of silicon, its oxide and their interface. The atomic structure is a simulated model.
Doubt: the cutoff is far below the 930 eV that the study's wrapper takes by default for these files, so forces and energies are approximate.
This geometry differs little from another in the collection (a relaxation step or a small displacement).

Settings: functional PBE; potential files Ansatz PAW; basis plane waves; wave-function cutoff 580 eV; density cutoff ratio 5; exchange-correlation grid ratio 1; k mesh 1 x 1 x 1, Gamma-centred; self-consistency stop 5e-08 eV per atom in the density residual; occupations fixed; spin none; net charge 0.

Cell vectors (angstrom)
a  10.938  0  0
b  0  10.938  0
c  0  0  31.1876

Atoms: element, x, y, z (angstrom)
Si  -0.4827  0.2959  23.8243
Si  6.159  -0.4393  23.5962
Si  2.2501  3.2462  23.8951
Si  8.821  2.1571  23.9265
Si  0.4422  4.8591  24.0102
Si  5.1004  5.9916  23.6613
Si  3.3296  7.7193  23.7829
Si  7.9187  8.74  23.7862
Si  1.3768  1.3084  24.9446
Si  6.9153  1.3026  25.0195
Si  4.1521  4.1733  24.9467
Si  9.603  3.9795  25.1952
Si  1.4518  6.7966  24.9818
Si  6.881  6.9004  24.9354
Si  4.2877  9.5685  24.8939
Si  9.543  9.6138  25.2354
Si  2.8042  -0.0464  26.2966
Si  8.1761  0.0212  26.5251
Si  0.0772  2.6342  26.4741
Si  5.4882  2.7281  26.3184
Si  2.7704  5.4508  26.4208
Si  8.1918  5.4756  26.3627
Si  0.0502  8.16  26.3785
Si  5.5222  8.2009  26.3996
Si  4.1018  1.3673  27.7693
Si  9.5708  1.3673  27.7693
Si  1.3673  4.1018  27.7693
Si  6.8362  4.1018  27.7693
Si  4.1018  6.8362  27.7693
Si  9.5708  6.8362  27.7693
Si  1.3673  9.5708  27.7693
Si  6.8362  9.5708  27.7693
Si  0  0  29.1366
Si  5.469  0  29.1366
Si  2.7345  2.7345  29.1366
Si  8.2035  2.7345  29.1366
Si  0  5.469  29.1366
Si  5.469  5.469  29.1366
Si  2.7345  8.2035  29.1366
Si  8.2035  8.2035  29.1366
Si  1.3673  1.3673  30.5038
Si  6.8362  1.3673  30.5038
Si  4.1018  4.1018  30.5038
Si  9.5708  4.1018  30.5038
Si  1.3673  6.8362  30.5038
Si  6.8362  6.8362  30.5038
Si  4.1018  9.5708  30.5038
Si  9.5708  9.5708  30.5038
Si  2.7345  0  0.6835
Si  8.2035  0  0.6835
Si  0  2.7345  0.6835
Si  5.469  2.7345  0.6835
Si  2.7345  5.469  0.6835
Si  8.2035  5.469  0.6835
Si  0  8.2035  0.6835
Si  5.469  8.2035  0.6835
Si  4.1018  1.3673  2.0507
Si  9.5708  1.3673  2.0507
Si  1.3673  4.1018  2.0507
Si  6.8362  4.1018  2.0507
Si  4.1018  6.8362  2.0507
Si  9.5708  6.8362  2.0507
Si  1.3673  9.5708  2.0507
Si  6.8362  9.5708  2.0507
Si  0  0  3.418
Si  5.469  0  3.418
Si  2.7345  2.7345  3.418
Si  8.2035  2.7345  3.418
Si  0  5.469  3.418
Si  5.469  5.469  3.418
Si  2.7345  8.2035  3.418
Si  8.2035  8.2035  3.418
Si  1.3832  1.3442  4.7623
Si  6.8005  1.4293  4.8787
Si  4.0868  4.1256  4.7724
Si  9.5902  4.104  4.8375
Si  1.3458  6.8091  4.8408
Si  6.7858  6.8869  4.6923
Si  4.041  9.6075  4.8428
Si  9.4623  9.6509  4.699
Si  2.6689  0.02  6.2798
Si  8.1297  -0.0162  6.227
Si  0.0591  2.6795  6.1801
Si  5.4943  2.92  6.257
Si  2.6598  5.3347  6.2385
Si  8.1781  5.5959  6.0557
Si  -0.1384  8.2672  5.9987
Si  5.3826  8.1539  6.1158
Si  3.7769  1.8008  7.4267
Si  10.0241  0.8918  7.3466
Si  1.8523  3.4403  7.5758
Si  6.4053  4.9467  7.4232
Si  4.4303  6.3641  7.3607
Si  8.9416  7.4849  7.265
Si  0.6851  9.9984  7.3135
Si  7.1095  9.0825  7.3939
O  0.5193  9.2277  8.8019
O  1.2428  3.6446  9.1389
O  9.7752  1.3311  8.9483
O  6.5847  9.1927  8.9813
O  4.5495  1.2093  8.7828
O  3.8573  6.6713  8.8956
O  7.0424  5.4233  8.9102
N  9.218  7.3121  9.0164
O  2.289  3.2209  22.1984
O  6.029  11.0719  22.0174
O  8.4592  2.6751  22.4028
O  0.032  4.6723  22.3702
O  8.7405  8.4573  22.3471
O  2.8989  8.1865  22.2366
O  5.6507  5.6884  22.1076
O  10.5963  10.4374  22.3413
Si  1.3636  4.3608  21.4437
Si  1.5297  3.7268  15.7178
Si  8.7682  0.602  10.0123
Si  6.227  0.8317  20.5492
Si  0.3583  13.3901  19.3714
Si  4.0904  6.788  10.5059
Si  10.1006  9.0407  21.6186
Si  3.6592  7.5787  19.0245
Si  8.6402  5.4594  19.4259
Si  5.122  14.0858  19.0775
Si  0.2298  10.6268  14.6445
Si  6.0431  9.2945  10.5295
Si  -2.4355  1.9149  12.9533
Si  4.8415  10.2647  18.1407
Si  8.3167  0.1518  15.3753
Si  6.1956  3.6409  13.9853
Si  12.7776  7.3893  21.2783
Si  -3.7349  8.7055  16.7252
Si  0.5645  2.3303  13.2516
Si  5.9614  6.627  14.8453
Si  3.1936  6.3839  16.2846
Si  7.0278  13.4115  16.5582
Si  1.5195  3.7427  10.7578
Si  8.3199  5.9969  9.8069
Si  1.1084  6.7744  11.5962
Si  7.5345  7.6074  12.386
Si  8.8212  2.507  20.8373
Si  2.7877  12.71  17.798
Si  5.7116  5.896  20.4878
Si  5.6933  1.215  9.9493
Si  4.6267  3.8275  11.4284
Si  -0.5312  7.9315  13.7609
Si  -0.7267  8.6135  9.6948
Si  -1.2572  3.8355  17.0954
Si  0.6396  8.3362  16.3561
Si  -1.3268  8.2211  18.8247
O  4.8602  3.6716  13.0414
O  9.2722  -0.9904  10.0638
O  1.99  7.4599  16.2636
O  1.41  3.4314  14.1138
O  8.2086  8.4762  18.002
O  5.1065  4.6166  19.7177
O  0.925  5.1961  11.2092
O  2.1479  5.7896  21.4855
O  0.0434  4.2542  16.2038
O  4.8357  5.4114  11.0296
O  -1.2901  6.7512  19.588
O  6.3058  7.3927  13.4447
O  3.6824  3.0099  18.3532
O  5.8539  9.5695  17.0677
O  8.9482  7.5671  13.1794
O  5.5677  2.6793  10.6981
O  11.2882  7.9017  21.6993
O  6.3325  13.851  17.9728
O  -3.7123  9.0322  11.6367
O  0.823  2.5606  11.6503
O  7.489  11.8422  16.5777
O  -0.6695  2.7177  18.1327
O  5.9943  2.6822  15.3012
O  10.3305  1.8899  20.5733
O  4.8269  7.2097  20.1048
O  5.4058  -0.1509  10.8292
O  5.2421  2.1214  20.3477
O  9.9322  11.2856  15.505
O  -3.0299  11.6529  13.8998
O  3.8071  6.5088  17.7969
O  9.2741  4.7027  10.1111
O  7.6554  6.4594  11.2279
O  1.0079  14.8076  19.9291
O  3.8529  11.4696  17.5709
O  -2.9751  9.5114  15.521
O  2.1698  7.5986  19.7035
O  7.4212  3.1348  13.0222
O  8.4373  3.2446  16.2194
O  -1.9862  16.0146  17.8653
O  0.6918  7.0043  13.1608
O  8.7685  4.0394  20.2396
O  7.2121  6.0924  19.8867
O  -4.1702  7.2564  16.1196
O  3.1009  3.509  11.0058
O  2.6272  4.8894  15.9882
O  4.3547  6.6963  15.1712
O  11.0127  7.8341  10.8882
O  11.9519  11.7818  13.7977
O  5.7915  10.7121  19.3897
O  -0.0371  8.3996  17.8327
O  2.6737  7.0816  11.2707
O  -0.2728  -1.3999  13.5201
O  2.037  24.2127  16.4495
O  7.7503  1.3958  20.2712
O  1.5773  12.3962  18.8905
O  -4.4545  5.1052  14.6249
O  -3.6894  0.9692  9.4312
O  9.7597  9.3176  20.0395
O  -5.9836  8.124  10.7931
O  1.0959  9.8186  15.7794
O  -1.0314  2.5159  13.5135
O  3.7936  9.1202  18.5712
O  -0.495  7.6742  15.3749
O  8.7976  1.2748  11.4876
H  10.0515  4.5715  9.5492

Results
free energy: -129241.098 eV
free energy less fixed offsets of H -15.97, N -385.13, O -568.88, Si -635.61 eV per atom: 2.042 eV

Forces (eV/angstrom), in the order of the atoms: element, x, y, z
Si  -0.0013  -0.0047  0.0015
Si  0.0054  0.0043  0.0009
Si  0.009  -0.011  0.0018
Si  -0.0081  0.0001  0.0043
Si  -0.0187  0.0032  0.0077
Si  0.005  -0.0011  -0.0035
Si  -0.0057  0.0074  0.0075
Si  -0.0037  0.0004  0.0075
Si  0.0036  0.0085  -0.0003
Si  0.0057  -0.0038  -0.0065
Si  -0.0068  -0.0016  -0.0011
Si  0.0097  0.006  -0.0065
Si  0.0064  0.0026  -0.0083
Si  0.0004  0.0043  0.0005
Si  -0.0042  -0.009  -0.0028
Si  -0.0032  0.0031  0.002
Si  -0.0028  -0.0006  -0.0025
Si  0.0012  0.0004  0.0049
Si  0.0001  -0.0046  0.0057
Si  0.0021  0.0037  0.0016
Si  0.0015  -0.0033  0.0061
Si  -0.0015  -0.0016  -0.0019
Si  0.002  0.0023  0.0007
Si  0.0017  -0.001  0
Si  0.0479  0.0004  -0.6553
Si  0.1041  -0.0174  0.8499
Si  0.3199  -0.176  0.2436
Si  -0.0984  -0.0027  -0.4023
Si  0.1571  0.1539  0.0456
Si  0.0769  -0.1093  -0.3023
Si  0.3569  -0.0501  -0.4773
Si  -0.1998  -0.1837  0.6755
Si  -0.1199  0.0591  0.0269
Si  -0.002  -0.0917  0.0292
Si  -0.0239  0.1041  0.0265
Si  0.1384  0.0451  0.0205
Si  -0.0758  -0.0417  -0.0157
Si  -0.0432  0.0307  0.0004
Si  0.06  0.0689  0.0107
Si  -0.0393  0.0971  0.0124
Si  0.0238  -0.0535  -0.0022
Si  -0.0124  0.036  -0.048
Si  0.0414  -0.0331  0.0129
Si  -0.0133  0.0134  -0.0106
Si  0.0066  -0.0182  -0.0408
Si  0.0657  -0.056  -0.0041
Si  -0.0551  0.0114  -0.016
Si  0.0834  -0.0974  0.0031
Si  0.037  -0.0193  0.029
Si  -0.0663  0.0619  0.0017
Si  -0.0592  0.0257  -0.0091
Si  0.0485  -0.0299  0.0194
Si  -0.0365  0.032  0.0108
Si  0.0255  0.0177  0.0388
Si  -0.0121  -0.0036  0.0268
Si  -0.0744  0.1173  -0.0177
Si  -0.0167  0.0263  -0.0195
Si  0.1375  0.0133  -0.0236
Si  0.0065  -0.0254  0.0152
Si  -0.0394  -0.0015  0.0109
Si  0.0697  -0.0579  -0.0338
Si  -0.0353  0.0181  0.0164
Si  -0.1173  -0.0853  0.0073
Si  0.0926  -0.134  -0.058
Si  -0.1043  0.1453  -0.3608
Si  -0.1369  0.2645  0.619
Si  0.2039  -0.1437  -0.1464
Si  0.0117  -0.0297  0.5347
Si  0.0031  -0.0778  0.2418
Si  -0.2749  -0.0142  -0.462
Si  -0.1407  -0.0777  0.4751
Si  -0.2981  0.2428  -0.813
Si  0.0033  0.0004  0.0005
Si  -0.0048  -0.0045  -0.0015
Si  0.0004  0.0038  0.0005
Si  0.0017  0.0002  -0.0004
Si  -0.003  0.0068  -0.0003
Si  -0.0008  0.0069  -0.003
Si  0.0103  -0.0033  0.0039
Si  -0.0067  0.0011  -0.004
Si  -0.0034  0.0069  0.0031
Si  0.0083  -0.0035  0.0017
Si  -0.0025  -0.0089  0.0008
Si  0.0047  0.006  0.0015
Si  0.0034  -0.0085  -0.0023
Si  -0.0006  0.0056  0.0079
Si  0.0004  -0.0012  0.0053
Si  -0.0115  -0.003  -0.0052
Si  -0.0064  -0.0036  -0.0119
Si  -0.0086  0.0057  -0.0027
Si  0.0029  0.0007  -0.0002
Si  0.0065  -0.0097  0.0131
Si  0.0078  0.0188  -0.0038
Si  0.0069  0  -0.0094
Si  0.0056  -0.0025  -0.0137
Si  -0.0049  0.0039  0.0031
O  -0.0007  -0.0017  0.0053
O  0.0002  -0.0001  0.0007
O  0.0013  0.0007  -0.0004
O  0.0006  0.0021  -0.0016
O  0.0005  -0.0021  0.0052
O  -0.0034  -0.0017  0.0038
O  0.0192  0.0037  0.0045
N  0  -0.0089  0.0018
O  -0.0031  0.0019  0.0002
O  -0.0007  0.0016  -0.0021
O  -0.0002  -0.0003  -0.0038
O  0.0031  -0.0031  0.0001
O  0  -0.0027  -0.0095
O  0.0026  0.0014  -0.0005
O  -0.001  0.0009  0.001
O  0.0007  0.0027  -0.0018
Si  -0.0003  0.0017  -0.0114
Si  0.0011  0.0015  -0.0009
Si  -0.002  0.0024  0.0052
Si  -0.001  0.0006  -0.0017
Si  0.0007  0.0017  -0.0004
Si  -0.0009  0.0016  0.001
Si  0.001  -0.0014  -0.0058
Si  -0.0013  -0.0013  -0.0007
Si  0.0015  0.0007  -0.0004
Si  -0.0003  -0.0004  -0.0021
Si  -0.0002  0.0002  0.0001
Si  0.0002  -0.0022  0.0042
Si  -0.0003  -0.0029  0.0025
Si  0.0003  0.0018  -0.0044
Si  0.0011  0.0002  -0.0003
Si  0.0008  0.0006  0.0007
Si  -0.0006  -0.0008  -0.0052
Si  -0.0008  0.0008  -0.0027
Si  -0.0002  -0.0007  0.0029
Si  -0.0007  0.0002  -0.0003
Si  -0.0024  0.0005  -0.0024
Si  -0.0004  -0.0012  -0.0019
Si  -0.0012  0.0038  0.0055
Si  0.0043  -0.0279  0.0167
Si  -0.0009  -0.0041  -0.0006
Si  -0.0001  0.001  0.0041
Si  -0.0003  0.0031  -0.0014
Si  -0.0001  0.001  -0.0038
Si  -0.0001  0.0006  -0.0028
Si  0.0055  -0.0001  0.0067
Si  0.0002  0.0007  0.0023
Si  0.0002  0.0019  0.002
Si  0.0039  -0.0015  0.0158
Si  -0.0017  0.0018  -0.0029
Si  0.0008  0.0011  -0.0028
Si  0.0005  0.0014  0.0003
O  -0.0023  0  -0.0026
O  0.0003  -0.0014  -0.0029
O  0.0012  -0.0011  0.0007
O  0.0002  0.0008  -0.0007
O  0.0006  -0.0004  0.0007
O  0.0004  0.0024  0.0013
O  0.0032  0.0042  -0.0016
O  0.0008  -0.0028  -0.0009
O  -0.0003  0.0007  -0.0005
O  0.0003  -0.0008  -0.0009
O  -0.0014  -0.0007  -0.0012
O  0.0007  -0.0002  -0.0012
O  -0.0006  -0.0003  -0.0002
O  -0.0005  0.0004  -0.0004
O  -0.0019  -0.0008  -0.0026
O  -0.0003  -0.0018  -0.0023
O  -0.0027  0.0019  0.0029
O  -0.0011  0.0008  0.0015
O  -0.0012  0.0005  -0.0027
O  -0.0004  0.0028  -0.005
O  -0.0007  0.0006  0
O  0.0002  -0.0006  0.0014
O  0.0004  0.0001  -0.0002
O  -0.0018  -0.0001  -0.0001
O  0.0018  -0.0024  0.0008
O  0.0008  0.0011  -0.0041
O  0.0012  -0.0017  -0.0002
O  -0.0014  0.0013  -0.0002
O  -0.0005  0.0025  -0.0026
O  0.0005  -0.0005  -0.0003
O  -0.097  0.0403  0.0091
O  0.009  -0.0125  -0.0202
O  0.0003  -0.0001  0.0026
O  -0.0004  0.0009  -0.0008
O  -0.0007  -0.001  0.0001
O  -0.0024  0.0006  0.001
O  -0.0016  0.0013  -0.001
O  0.0003  0.0005  -0.0004
O  -0.0004  0.0005  -0.0007
O  0.0004  -0.0008  -0.0029
O  -0.0007  -0.0019  0.0003
O  -0.0019  0.0001  0.0001
O  -0.0006  -0.0002  -0.0007
O  -0.0005  0.002  -0.0025
O  -0.001  0.0005  -0.0005
O  0.0007  0.0006  -0.0011
O  0.0011  -0.0002  -0.0057
O  0.0002  0.0011  -0.0016
O  0.0016  0.0014  0.0038
O  -0.0006  0.0001  -0.0006
O  -0.0048  -0.0011  -0.0007
O  -0.0004  -0.0009  -0.0009
O  0.0003  0.0004  0.0006
O  -0.0008  0.0003  -0.0004
O  -0.0005  0.0002  -0.0004
O  -0.0003  0.0004  -0.0007
O  -0.0043  0.0004  -0.0021
O  -0.0003  0.0004  -0.0008
O  0.0003  0.0011  -0.0027
O  0.0003  -0.0007  0.0005
O  -0.0009  0.0009  -0.0012
O  -0.0006  0.0012  -0.0007
O  0  0.0001  -0.0002
O  -0.0004  -0.0002  -0.0031
H  0.0589  0.0004  -0.0308

The program warned: the cutoff lies below the one the program advises for these potential files; the forces do not sum to zero within the program's tolerance; the exchange-correlation potential is rough where the density is thin.
